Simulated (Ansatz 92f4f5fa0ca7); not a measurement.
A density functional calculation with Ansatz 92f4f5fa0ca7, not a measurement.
Periodic cell of 226 atoms, Si133O92B1, from a study of silicon, its oxide and their interface. The atomic structure is a simulated model.
Doubt: the cutoff is far below the 930 eV that the study's wrapper takes by default for these files, so forces and energies are approximate.
This geometry differs little from another in the collection (a relaxation step or a small displacement).

Settings
functional: PBE
potential files: Ansatz PAW
basis: plane waves
wave-function cutoff: 580 eV
density cutoff ratio: 5
exchange-correlation grid ratio: 1
k mesh: 1 x 1 x 1, Gamma-centred
self-consistency stop: 5e-08 eV per atom in the density residual
occupations: fixed
spin: none
net charge: -1 e, with a uniform compensating background and no finite-size correction

Cell vectors (angstrom)
a  10.938  0  0
b  0  10.938  0
c  0  0  31.9494

Atoms and the computed forces on them: element, x, y, z (angstrom), force x, y, z (eV/angstrom)
Si  10.6313  -0.0136  24.3791  -0.0303  -0.0103  0.0137
Si  5.0803  0.1095  24.6513  0.0088  0.002  -0.004
Si  2.8247  2.282  24.5013  0.0207  0.0082  0.0416
Si  8.5748  2.432  24.5318  0.0007  -0.0104  -0.0073
Si  10.7157  5.5701  24.3119  0.0144  0.0302  -0.0013
Si  5.1627  5.6102  24.4252  -0.0172  -0.0118  0.0455
Si  2.9894  7.9548  24.3835  -0.0049  -0.0251  -0.0064
Si  8.4204  7.8174  24.3982  0.0197  0.0161  0.0564
Si  1.2939  1.1204  25.816  0.0041  0.0068  -0.0258
Si  6.8225  1.3228  25.7187  -0.018  -0.002  -0.0024
Si  3.9899  4.0019  25.7106  0.0028  -0.0075  -0.0083
Si  9.694  4.0101  25.8343  -0.0164  0.0012  -0.009
Si  1.3427  6.7866  25.6497  -0.024  0.0045  0.0065
Si  6.8046  6.7149  25.7409  0.0066  -0.0041  -0.0311
Si  4.0001  9.4578  25.9492  0.0017  0.0193  -0.0148
Si  9.4879  9.434  25.7813  -0.0009  -0.0114  -0.0101
Si  2.6346  -0.1366  27.2763  0.0133  -0.0028  -0.0064
Si  8.1421  -0.0736  27.1289  0.0452  0.0165  -0.0012
Si  0.0831  2.6432  27.1944  -0.008  -0.0129  0.0064
Si  5.458  2.7139  27.0952  -0.0266  -0.0086  0.0048
Si  2.6694  5.4072  27.0929  0.0243  0.0222  0.0064
Si  8.1965  5.3585  27.1185  0.0014  0.0126  0.0248
Si  0.0142  8.1448  27.117  0.0119  0.0078  0.0013
Si  5.5133  8.1351  27.1719  -0.0001  -0.0097  0.0152
Si  4.0875  1.32  28.4862  0.0289  0.026  -0.016
Si  9.5497  1.3112  28.4976  -0.0239  -0.0354  -0.0107
Si  1.3884  4.0585  28.5511  0.0439  -0.0086  0.0326
Si  6.8114  4.054  28.5136  0.0011  -0.0125  0.0111
Si  4.083  6.7721  28.4831  -0.0093  -0.049  -0.0161
Si  9.5605  6.7736  28.4745  0.0126  -0.0149  -0.0253
Si  1.2963  9.4773  28.6162  -0.0501  -0.0499  0.0707
Si  6.827  9.532  28.5513  0.0012  -0.0057  0.0352
Si  -0.0435  -0.0273  29.9309  0.0251  -0.0259  -0.0209
Si  5.4521  -0.0193  29.8914  -0.0042  -0.0157  -0.0007
Si  2.774  2.7065  29.8947  -0.0209  0.0267  -0.0043
Si  8.1896  2.695  29.8709  -0.0191  0.0175  -0.0028
Si  -0.0133  5.4321  29.8853  -0.0241  -0.0013  -0.0006
Si  5.4585  5.4404  29.8843  0.0014  -0.0034  -0.0035
Si  2.7378  8.1347  29.9078  -0.0255  0.0486  -0.0177
Si  8.2249  8.1665  29.8758  -0.0124  0.0151  0.0078
Si  1.3704  1.3675  31.2536  -0.0045  0.0018  0.0037
Si  6.8228  1.3608  31.2596  0.0164  -0.0036  0.0037
Si  4.1159  4.0788  31.278  -0.0017  -0.007  -0.0041
Si  9.5475  4.0773  31.2529  0.0095  0.0012  -0.001
Si  1.3543  6.8028  31.274  0.0105  -0.0096  0.0023
Si  6.8301  6.8353  31.2456  -0.0009  0.0024  -0.0016
Si  4.0871  9.5545  31.2627  0.0086  -0.0123  0.0003
Si  9.5501  9.5368  31.2918  -0.0044  0.0078  -0.0048
Si  2.7396  0.0113  0.6852  -0.0176  -0.0057  -0.0042
Si  8.1979  0.0092  0.6779  -0.0023  -0.0047  0.0064
Si  0.0096  2.7471  0.6826  0.0009  -0.0018  0.0042
Si  5.4857  2.7402  0.7124  -0.0081  0.0087  -0.0108
Si  2.7385  5.4557  0.6837  -0.0016  0.0039  0.0068
Si  8.2069  5.4858  0.6729  0.0006  0.0043  -0.0038
Si  0.0155  8.2044  0.7125  -0.0082  0.0033  -0.0058
Si  5.4811  8.2197  0.6901  -0.0064  0.0054  -0.0009
Si  4.1022  1.3807  2.0763  0.0062  0.0006  -0.0032
Si  9.6  1.357  2.042  -0.0287  0.013  0.01
Si  1.3541  4.14  2.0689  0.0197  -0.0144  -0.0076
Si  6.8414  4.1512  2.0566  0.0299  -0.0249  0.0202
Si  4.0931  6.8518  2.0419  0.0014  -0.014  0.0088
Si  9.5768  6.8417  2.0765  -0.0117  -0.0062  -0.003
Si  1.3698  9.6141  2.0714  0.0279  -0.0033  0.0151
Si  6.8326  9.6247  2.061  0.036  -0.0171  -0.0041
Si  0.0228  0.0373  3.4846  0.007  0.0135  0.0228
Si  5.4817  0.0397  3.4681  -0.0033  -0.0053  0.0291
Si  2.7152  2.7674  3.4157  -0.0393  0.0094  -0.0091
Si  8.2547  2.7782  3.3579  0.0373  0.0255  -0.0675
Si  0.0229  5.5149  3.4873  0.0265  0.0178  0.0376
Si  5.4705  5.5269  3.4357  -0.0201  0.0343  0.0051
Si  2.7389  8.2389  3.4108  -0.0133  0.0047  -0.0257
Si  8.2384  8.2836  3.4011  0.0164  0.0752  -0.024
Si  1.3722  1.4582  4.8624  -0.0129  -0.0086  -0.0197
Si  6.9116  1.476  4.7455  -0.0374  -0.0241  0.0188
Si  4.0561  4.1533  4.7673  0.0141  0.0183  0.0114
Si  9.5979  4.0801  4.7988  -0.0078  0.0082  -0.0049
Si  1.3655  6.9755  4.8592  -0.0391  -0.007  -0.0219
Si  6.8327  6.9952  4.7433  -0.0182  -0.0474  0.0193
Si  4.091  9.5732  4.8069  0.0083  0.029  0.0011
Si  9.6166  9.5818  4.8621  -0.0039  -0.0171  -0.0214
Si  2.754  0.0391  6.1537  0.0142  0.0004  0.0197
Si  8.2895  0.1209  6.1208  -0.0012  -0.0091  0.0132
Si  0.0139  2.8019  6.327  0.0118  0.0066  0.0089
Si  5.5098  2.8397  6.0813  -0.007  -0.0049  0.0168
Si  2.7492  5.5909  6.1522  0.0206  -0.0078  0.0163
Si  8.2507  5.6037  5.9685  -0.0122  -0.0047  0.0116
Si  0.0455  8.309  6.3928  0.0057  0.0084  0.0182
Si  5.4922  8.3035  6.2416  0.0045  0.0095  0.0164
Si  4.4169  1.1904  7.3512  -0.003  -0.0065  -0.0427
Si  9.8083  1.1574  7.6517  0.0135  -0.0052  -0.0018
Si  1.1773  4.507  7.532  -0.0169  -0.0074  -0.0238
Si  6.6377  4.5448  7.2599  0.0058  0.0158  -0.0301
Si  4.3149  6.7062  7.5628  -0.0003  -0.0121  -0.0381
Si  9.7177  6.6181  7.5273  -0.0028  0.0002  -0.0264
Si  1.2847  9.946  7.7297  -0.011  -0.0074  -0.0586
Si  6.7118  9.9634  7.4441  -0.0079  0.0048  -0.0397
O  9.5839  1.2262  23.9567  0.0288  0.0035  0.0193
O  4.102  6.7958  23.9312  0.0153  0.0182  0.0084
O  4.017  1.223  24.0159  -0.0087  0.0025  0.0069
O  9.5403  6.6849  23.8878  -0.0095  -0.0033  0.0011
O  -0.0297  5.5533  8.027  0.0097  -0.0105  -0.0043
O  5.5628  0.1306  7.9275  0.001  -0.0063  -0.0014
O  0.074  0.0958  8.1634  -0.0095  0.0069  -0.0046
O  5.5333  5.6188  7.8872  -0.0035  -0.0054  -0.0016
O  7.6103  3.9505  8.4228  0.0198  -0.0273  0.0218
O  8.7042  7.0464  8.773  -0.0204  0.0219  0.0236
O  2.1974  9.4626  9.0467  0.0308  -0.0186  0.0378
O  8.8994  1.6916  8.947  -0.0208  0.0202  0.0147
O  7.5977  9.4589  8.7359  0.0179  -0.0208  0.0278
O  3.5963  1.8373  8.6066  -0.0093  0.0263  0.0205
O  3.5619  7.2197  8.9535  -0.0134  0.024  0.0275
O  2.0667  4.0145  8.8324  0.0296  -0.0138  0.0253
O  8.1465  3.4999  23.346  -0.0172  0.0161  -0.0114
O  0.4595  4.9174  22.9378  0.0136  -0.0307  -0.0198
O  1.9065  2.7372  23.2228  -0.0257  0.0139  -0.0325
O  5.8474  4.9125  23.102  0.0234  -0.0196  -0.0292
O  5.5293  9.9519  23.514  0.0117  -0.0094  -0.0124
O  2.4516  8.7009  23.0106  -0.0161  0.0186  -0.0203
O  0.1924  10.0431  23.0578  0.027  -0.0218  -0.0285
O  7.7902  8.5613  23.0639  -0.0301  0.0179  -0.0334
Si  8.685  7.6933  18.4292  -0.0026  0.0066  -0.0143
Si  8.7612  6.3715  13.6683  0.0059  0.0018  0.0103
Si  3.8282  1.6779  14.8065  -0.022  -0.1308  -0.0514
Si  2.2765  5.7089  17.5079  0.0155  0.0035  -0.0087
Si  2.4323  3.153  19.4433  -0.0145  -0.0022  -0.0143
Si  9.7919  9.0353  12.1084  -0.0055  0.0032  0.0116
Si  1.3414  9.4067  22.0291  0.0012  -0.0032  0.0232
Si  9.1585  0.9844  13.1769  0.005  0.0025  0.0172
Si  1.4254  5.0721  13.0385  -0.0145  0.0018  0.0083
Si  1.7835  8.2724  12.8575  0.0023  0.0063  0.0033
Si  6.6485  9.5395  22.4122  0.0057  -0.0098  0.0205
B  4.5771  4.5656  15.6803  0.0702  0.3233  0.0796
Si  8.2092  3.0386  9.6123  0.0021  -0.0088  -0.0208
Si  0.9007  8.2055  19.2015  -0.0053  0.0098  -0.0044
Si  6.952  1.3421  21.0871  0.0081  0.0021  -0.0134
Si  8.2021  8.2993  9.7206  0.0078  -0.0053  -0.0218
Si  10.9142  5.2347  15.604  -0.004  -0.0024  0.0017
Si  7.589  9.5279  16.3286  0.0019  0.002  -0.0063
Si  9.9311  2.0555  20.2634  0.0029  -0.0054  -0.0177
Si  3.2134  8.5018  9.9551  -0.0183  0.0023  -0.0306
Si  6.6056  3.4042  17.3118  0.0243  -0.009  0.0054
Si  1.1747  0.2081  19.7598  -0.0046  -0.0089  -0.0169
Si  3.2298  2.8291  12.338  -0.0041  0.0133  -0.0015
Si  7.2053  5.3804  19.6331  0.0067  0.011  -0.004
Si  5.7306  8.6174  11.6334  0.0067  0.0042  0.0043
Si  5.7347  6.0027  13.3417  0.0101  -0.005  -0.0053
Si  4.6485  9.7185  17.6184  0.0085  -0.0026  -0.0089
Si  1.0348  3.5888  22.1314  -0.0061  0.0171  0.0313
Si  4.9135  1.4909  18.7837  -0.0037  -0.0052  0.0015
Si  3.1991  3.0905  9.5608  -0.0159  -0.0016  -0.0236
Si  6.4277  10.8565  13.8118  0.0185  -0.0163  0.006
Si  10.3514  0.1663  15.9642  -0.0094  0.0079  -0.0042
Si  5.6567  3.6726  11.201  0.0152  0.0067  0.0087
Si  9.8434  3.9352  11.9204  -0.0037  -0.0033  0.0115
Si  2.3731  10.0084  15.5467  -0.0113  -0.0156  0.0051
Si  6.0923  8.1167  19.7782  0.0066  0.0091  -0.0139
Si  6.9415  3.9664  22.3411  -0.0035  0.0057  0.0212
Si  9.6935  2.8384  17.3339  0.0115  0.001  -0.0108
O  7.1852  6.3642  14.0372  -0.0101  -0.0051  0.0015
O  1.9436  7.0485  18.608  0.0061  -0.0054  0.0122
O  10.2815  4.1102  16.5552  -0.0135  -0.0077  0.0124
O  6.1892  9.9791  17.0736  0.0021  0.0018  0.0059
O  10.124  0.7132  14.4496  0.0015  -0.0019  0.0018
O  8.4467  6.1121  18.8356  0.0015  -0.0032  0.0098
O  5.1732  0.7411  14.4543  -0.0187  0.0244  0.0041
O  5.7209  2.0422  17.5003  0.0008  0.0013  -0.0039
O  8.3618  1.9275  20.5931  0.0001  0.0005  0.013
O  2.007  4.3001  18.3712  0.0048  0.0117  -0.0039
O  6.9592  2.8244  10.6499  -0.0229  0.0049  0.002
O  4.8608  2.6857  12.2166  -0.0042  -0.0052  -0.002
O  5.9066  4.4142  16.2862  -0.0156  -0.0568  -0.0251
O  4.5668  3.9304  9.9578  0.0089  0.0011  0.0047
O  10.7016  2.7649  21.5269  -0.008  -0.0113  -0.0009
O  9.7476  6.2019  14.9694  0.0032  0.0016  0.0019
O  6.0149  6.4861  19.8401  0.0055  -0.0037  0.0143
O  4.0916  0.165  18.3069  0.0025  -0.0006  0.0071
O  9.2571  10.5719  12.2496  -0.0002  0.006  -0.0123
O  2.848  4.3883  12.6688  0.0078  -0.003  -0.0073
O  1.9046  10.7072  21.1866  0.0001  0.013  -0.0035
O  4.0063  2.7087  19.399  0.0128  -0.003  0.01
O  0.7531  10.1243  15.9601  0.0087  0.0011  0.0008
O  1.2944  9.7935  18.8118  0.0026  -0.0014  0.0055
O  1.7112  1.6707  19.2465  0.0036  0.0029  0.0102
O  8.9642  10.4113  16.5165  0.0056  0.0031  0.0025
O  4.8924  8.5832  18.7774  -0.0052  0.006  0.0071
O  9.5601  8.7349  10.5098  0.0085  0.0041  0.0022
O  6.7148  4.0945  18.802  -0.0053  -0.0096  -0.0057
O  2.8376  1.7682  13.4691  0.0109  -0.0022  0.0157
O  5.8322  8.7652  21.2505  -0.0065  -0.0137  -0.0128
O  2.5423  2.4415  10.9024  -0.0014  -0.0004  0.0166
O  7.6095  4.8251  21.1291  0.0033  0.0107  -0.0147
O  5.1969  7.4321  12.6387  -0.0029  -0.0054  -0.0053
O  0.4063  9.0622  12.5348  0.0057  -0.0031  -0.0084
O  7.5651  1.0788  13.5301  -0.0095  -0.002  -0.0046
O  7.1282  9.6879  14.7625  -0.0049  0.0056  -0.0077
O  8.9691  5.0535  12.7129  -0.0005  0.0114  -0.0082
O  8.1143  8.0605  16.9111  -0.001  -0.001  0.0037
O  6.2129  2.5605  21.9122  0.0005  -0.0149  0.0025
O  2.4568  9.1326  14.1094  0.0039  0.0076  -0.0029
O  0.4194  4.54  11.8535  0.0101  0.0076  -0.0073
O  0.8658  8.2899  20.8946  -0.0012  -0.0096  -0.0123
O  9.3832  3.8667  10.3561  0.01  0.0088  0.0065
O  9.6556  2.4065  12.5149  -0.0006  -0.0062  -0.0102
O  7.6459  8.5524  19.3972  0.0041  -0.0053  0.0113
O  2.5099  8.1761  11.383  -0.0124  -0.0048  0.022
O  4.0132  3.1755  15.3901  -0.0204  -0.1195  -0.0193
O  0.7881  4.4696  14.41  0.0051  -0.0013  -0.0036
O  9.9874  3.0099  18.9403  -0.0059  0.0036  -0.0069
O  9.0933  7.8275  12.9694  0  -0.0071  -0.0069
O  10.5181  0.5374  20.0338  0.0034  0.0001  0.0122
O  6.0239  5.0348  12.0004  -0.0068  0.0102  0.0024
O  8.1061  2.8289  16.946  0.0022  0.0061  0.0051
O  3.6291  5.4048  16.6567  -0.0466  -0.0101  0.0163
O  4.6683  9.0812  10.4399  0.0095  -0.0024  -0.0012
O  1.5378  6.6936  13.2233  0.0007  -0.0054  -0.0072
O  4.7328  5.3837  14.4364  -0.002  -0.0399  -0.0088
O  2.0614  3.851  20.8953  0.0175  -0.0072  -0.0132
O  10.5119  1.4825  16.914  -0.0062  0.0072  0.0006
O  1.0236  6.0806  16.4976  0.0004  -0.0088  -0.0001
O  7.3221  10.9472  21.9525  0.0007  0.013  0.0044
O  5.9512  0.9126  19.9052  -0.0122  0.0003  -0.0038
O  6.0386  10.0035  12.4545  0.002  0.0124  -0.0016
O  2.8895  0.6201  15.6468  0.007  0.0173  0.0005
O  7.035  7.9908  10.8201  -0.0191  0  0.0044
O  10.2754  7.9919  18.676  -0.0037  -0.0048  0.0085
O  3.4663  9.2389  16.5601  -0.004  0.0039  -0.0018

Results
free energy: -137020.818 eV
free energy less fixed offsets of B -154.04, O -568.88, Si -635.61 eV per atom: 6.312 eV

The program warned: the cutoff lies below the one the program advises for these potential files; the forces do not sum to zero within the program's tolerance; the exchange-correlation potential is rough where the density is thin.
